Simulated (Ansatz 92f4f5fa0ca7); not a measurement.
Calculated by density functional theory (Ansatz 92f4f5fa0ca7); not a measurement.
Periodic cell of 215 atoms, Si132O82B1, from a study of silicon, its oxide and their interface. The atomic structure is a simulated model.
Doubt: the cutoff is far below the 930 eV that the study's wrapper takes by default for these files, so forces and energies are approximate.
This geometry differs little from another in the collection (a relaxation step or a small displacement).

Settings
functional: PBE
potential files: Ansatz PAW
basis: plane waves
wave-function cutoff: 580 eV
density cutoff ratio: 5
exchange-correlation grid ratio: 1
k mesh: 1 x 1 x 1, Gamma-centred
self-consistency stop: 5e-08 eV per atom in the density residual
occupations: fixed
spin: none
net charge: -1 e, with a uniform compensating background and no finite-size correction

Cell vectors (angstrom)
a  10.938  0  0
b  0  10.938  0
c  0  0  31.5432

Atoms and the computed forces on them: element, x, y, z (angstrom), force x, y, z (eV/angstrom)
Si  10.4409  0.5743  24.3524  -0.0034  -0.0118  -0.0175
Si  6.0528  10.5009  24.1662  -0.0138  -0.0094  -0.0111
Si  2.1357  3.2475  24.0869  -0.0001  0.0044  -0.0225
Si  8.7087  2.2545  24.3154  0.0045  0.0123  -0.0168
Si  0.5075  5.0519  24.1703  -0.0078  -0.0059  -0.0133
Si  5.0554  5.8917  24.1981  0.0009  -0.0082  -0.0224
Si  3.401  7.647  24.1672  0.0035  0.0111  -0.0163
Si  7.8375  8.8256  24.0088  -0.0034  0.0144  -0.0186
Si  1.3495  1.4806  25.4636  -0.013  -0.0034  0.001
Si  6.928  1.2985  25.5134  0.0092  -0.0024  0.0015
Si  4.0303  4.1004  25.3337  0.0043  0.0029  0.001
Si  9.6759  4.0917  25.4303  -0.005  -0.0031  0
Si  1.5035  6.8119  25.3774  0.0041  -0.0001  -0.0038
Si  6.9012  6.9427  25.2481  -0.0051  -0.0094  0.0035
Si  4.237  9.5262  25.3552  0.0055  -0.0008  -0.0068
Si  9.5331  9.6418  25.4509  0.008  0.0064  -0.0016
Si  2.7845  0.0028  26.6496  0.0064  -0.0021  0.0531
Si  8.2308  -0.0278  26.9649  0.0008  0.0047  -0.1566
Si  0.0213  2.7638  26.9337  0.0046  0.0097  -0.1515
Si  5.4539  2.7329  26.6728  -0.0042  0.0031  0.0501
Si  2.7629  5.4354  26.8523  -0.0004  0.001  -0.1022
Si  8.2314  5.5187  26.6356  -0.0037  -0.0019  0.0505
Si  0.0476  8.2091  26.6599  -0.0139  -0.0128  0.0524
Si  5.5596  8.191  26.8092  -0.0046  0.0002  -0.0805
Si  4.1144  1.3639  28.0855  0.0023  -0.0147  -0.0219
Si  9.6004  1.3677  28.2407  0.0115  0.0015  0.2055
Si  1.3957  4.1151  28.2368  0.0194  0.0258  0.197
Si  6.8412  4.1299  28.0397  0.0005  0.016  -0.0584
Si  4.1601  6.8181  28.1517  0.0463  -0.0031  0.0843
Si  9.6015  6.8467  28.0669  0.0109  -0.002  -0.0294
Si  1.3988  9.5866  28.0622  0.0165  0.0016  -0.0538
Si  6.8565  9.5351  28.2402  -0.0442  -0.0491  0.1928
Si  0.0552  -0.025  29.5407  -0.017  0.0207  -0.0089
Si  5.4524  0.006  29.5073  0.002  0.0029  -0.038
Si  2.7712  2.7051  29.5386  -0.0034  0.008  -0.0327
Si  8.1777  2.7664  29.4896  0.0107  -0.0111  -0.0057
Si  -0.0109  5.4984  29.5132  0.0002  0.0007  -0.0357
Si  5.5112  5.4467  29.5189  -0.0088  0.0068  -0.0029
Si  2.7563  8.2102  29.4603  -0.0167  0.0123  0.01
Si  8.2571  8.1597  29.5448  -0.0062  0.0155  -0.0287
Si  1.3998  1.3506  30.9216  -0.0028  0.0157  0.0007
Si  6.8211  1.377  30.8563  0.004  -0.0267  0.0007
Si  4.1312  4.084  30.9006  -0.0133  0.003  0.0021
Si  9.5538  4.1166  30.8608  0.0186  -0.0078  0.0007
Si  1.3772  6.8593  30.8471  0.002  -0.0217  0.0025
Si  6.8717  6.8014  30.9129  -0.0026  0.0125  -0.0009
Si  4.0935  9.5729  30.8641  0.0252  0.0002  -0.0004
Si  9.6103  9.546  30.9102  -0.0198  -0.0053  0.0009
Si  2.7545  -0.0329  0.7419  -0.0155  -0.0015  -0.0026
Si  8.1834  -0.0053  0.6815  0.0141  0.02  0.0028
Si  -0.0237  2.7444  0.6905  -0.0105  -0.0139  0.0018
Si  5.4811  2.7043  0.7315  0.0018  0.018  -0.0063
Si  2.7144  5.4733  0.6835  0.0178  0.001  0.0034
Si  8.2232  5.4304  0.7517  -0.013  0.004  -0.0087
Si  0.0392  8.1744  0.7361  -0.0002  0.0141  -0.0047
Si  5.472  8.2105  0.6882  -0.0092  -0.0188  0.0037
Si  4.1204  1.3334  2.1019  0.0008  -0.0008  0.0171
Si  9.5308  1.3712  2.0478  0.0121  -0.0256  0.0383
Si  1.3232  4.1249  2.0718  0.0149  -0.0131  0.0014
Si  6.8529  4.0482  2.1038  -0.013  0.0015  0.0318
Si  4.0758  6.8567  2.0417  0.0223  -0.0161  0.0354
Si  9.6099  6.7944  2.0972  -0.0065  0.0052  0.0085
Si  1.3866  9.5432  2.1102  0.0079  -0.0002  0.034
Si  6.8339  9.564  2.088  -0.0042  0.0008  -0.0082
Si  -0.0481  -0.0175  3.3796  -0.0724  -0.0115  -0.1873
Si  5.4739  -0.0261  3.5227  -0.0007  0.0051  0.0424
Si  2.6882  2.7139  3.3776  -0.0096  -0.0052  -0.2234
Si  8.1936  2.6787  3.5291  0.0049  -0.028  0.0187
Si  -0.0147  5.4534  3.5587  -0.0147  0.0051  0.0589
Si  5.446  5.4639  3.3554  -0.0079  0.0387  -0.2328
Si  2.7472  8.1845  3.5214  0.0056  0.0006  0.0164
Si  8.2328  8.1733  3.4139  0.0195  -0.0071  -0.1355
Si  1.2918  1.3522  4.6952  -0.0174  -0.0284  0.1726
Si  6.8483  1.2934  4.9556  0.014  0.0131  -0.064
Si  4.0523  4.1148  4.6537  0.0111  0.0222  0.167
Si  9.5272  4.0481  4.9416  -0.0086  0.0183  -0.0546
Si  1.3508  6.8682  4.9406  0.0016  0.0058  -0.0639
Si  6.8355  6.7854  4.6972  -0.0069  -0.0054  0.1363
Si  4.1046  9.5608  4.9293  -0.0187  -0.0141  -0.0506
Si  9.5844  9.547  4.7791  0.0282  0.0399  0.1075
Si  2.5954  0.0172  6.1426  0.0557  0.0463  0
Si  8.2454  -0.1441  6.2986  0.0185  -0.0147  0.002
Si  -0.0227  2.6264  6.2249  0.0099  -0.0164  0.0062
Si  5.368  2.768  6.0786  -0.0281  -0.0063  0.0081
Si  2.7512  5.4259  6.1625  0.0097  0.0079  0.0016
Si  8.073  5.422  6.2193  -0.0124  -0.0071  0.0029
Si  0.0211  8.3139  6.2955  -0.0336  -0.032  -0.0127
Si  5.5722  8.1418  6.1631  0.0157  0.0167  0.0206
Si  3.4639  1.9326  7.1805  0.0019  -0.0663  0.0282
Si  10.053  0.7947  7.514  -0.08  0.0659  0.028
Si  1.7618  3.6523  7.3646  0.0083  0.0095  0.0412
Si  6.1538  4.5216  7.423  0.0324  -0.0043  0.0371
Si  4.6168  6.3371  7.2976  -0.0314  -0.0047  0.012
Si  9.1709  7.1763  7.3341  0.016  -0.0016  0.026
Si  0.942  10.1447  7.671  0.0448  -0.0593  0.1014
Si  7.4203  8.8732  7.5042  -0.0175  -0.0001  0.0109
O  4.514  6.7022  8.8954  -0.0155  0.0227  0.009
O  1.368  3.9789  8.9467  -0.0067  -0.0022  -0.0336
O  9.7282  6.5158  8.7484  -0.0039  0.0005  -0.0155
O  1.3148  10.1296  9.2609  0.0033  0.0015  -0.0678
O  5.949  4.1658  9.0419  -0.0003  -0.0064  -0.0168
O  3.7108  1.6189  8.7546  0.0047  0.0063  0.032
O  7.1599  8.9422  9.1497  0.0114  -0.0015  -0.0003
O  9.6104  1.1028  9.0792  0.0261  -0.0107  -0.0375
O  8.2533  2.5399  22.7527  0.0011  -0.0048  0.016
O  11.0033  5.5428  22.6454  0.0043  -0.0022  0.0153
O  5.6369  0.1006  22.6589  0.0046  -0.0002  0.0106
O  5.2821  5.3926  22.6307  -0.003  0.0044  0.0156
O  2.1575  2.8149  22.4757  -0.0004  0.0053  0.0204
O  3.3333  7.8574  22.514  0.0047  -0.005  0.013
O  8.3943  8.7471  22.4297  -0.0041  -0.0018  0.016
O  -0.1526  11.2304  22.7661  -0.0005  0.0063  0.0082
Si  2.1759  2.9882  12.8534  -0.0016  -0.0049  -0.0271
Si  8.64  1.3137  10.366  -0.0249  0.0074  0.0088
Si  1.068  4.5043  15.3164  0.0023  -0.0056  -0.0258
Si  7.4738  5.54  12.1603  -0.0106  0.0117  -0.0391
Si  2.4212  8.1836  21.2106  -0.0048  -0.0018  -0.0052
Si  5.3513  7.7909  12.4225  0.0022  -0.002  -0.0206
Si  9.3043  0.4407  15.4637  -0.0011  -0.0031  -0.0238
Si  2.943  -0.0277  16.6527  0.0018  0.003  -0.0307
Si  10.4807  1.1631  12.5518  0.0126  -0.0114  -0.0254
Si  7.7709  2.835  21.2406  0.0011  -0.0002  -0.0136
Si  9.2221  8.8111  14.3641  -0.0056  -0.0016  -0.0326
Si  1.4612  4.8173  10.349  0.0043  -0.0126  0.0047
Si  4.4898  9.4935  19.1383  0.0009  0.0097  -0.0158
Si  11.0783  6.0964  21.1156  0.0007  0.0049  -0.01
Si  6.6615  10.4335  14.8059  0.0038  -0.0013  -0.0288
Si  5.3965  0.7324  21.1874  -0.0005  -0.0025  -0.01
B  2.3354  9.7757  10.3288  0.0148  0.0051  0.0788
Si  0.4387  10.6387  21.3941  0.0038  -0.002  -0.0055
Si  5.8508  5.2569  21.1233  0.003  0.0035  -0.0099
Si  3.5187  7.2363  10.0718  -0.0101  0.0262  0.0113
Si  9.0464  5.6905  14.7692  0.0033  0.0014  -0.0316
Si  3.6715  4.081  19.068  -0.0011  0.0052  -0.0192
Si  10.0303  3.6653  19.306  0.0009  -0.005  -0.0132
Si  4.2833  8.6656  15.3464  0.0002  0.0047  -0.0308
Si  0.4664  1.9243  17.1432  -0.0008  -0.0047  -0.0239
Si  6.7994  7.5423  19.2582  -0.0034  0.0014  -0.0101
Si  5.2582  3.6279  16.701  -0.0057  0.0006  -0.0225
Si  7.7944  5.0404  17.5033  0.0002  -0.005  -0.0172
Si  6.6342  9.9161  10.3578  -0.0213  0.0109  -0.0097
Si  4.2789  0.9213  10.0952  0.0134  0.0268  -0.0153
Si  0.073  9.1346  11.7909  0.0105  0.008  -0.0193
Si  9.1087  8.6367  20.953  0.0072  -0.0005  -0.0059
Si  4.5745  1.6589  14.5456  -0.0009  -0.0019  -0.0301
Si  2.4563  2.0911  21.0444  0.0019  -0.005  -0.008
Si  6.2288  3.2592  10.3795  0.0053  -0.0081  -0.0036
Si  3.4138  5.9205  16.7049  -0.0016  0.0068  -0.0235
Si  9.8568  6.5357  10.3686  -0.0034  -0.0027  -0.0027
O  0.1204  2.6255  18.581  -0.0014  0.0046  0.0106
O  2.9575  9.635  15.5985  0.0005  -0.002  0.0237
O  10.8578  4.8113  20.1368  0.0016  0.0035  0.0065
O  7.5241  2.3957  9.9188  0.0099  0.0105  0.0175
O  10.9045  5.3402  10.8204  0.0051  -0.0002  0.0046
O  6.5067  6.6959  12.7951  0.0012  -0.001  0.013
O  10.2744  8.0596  10.7831  -0.0012  0.0031  -0.0004
O  7.7274  9.4724  13.9465  0.0001  -0.0018  0.0126
O  8.3801  6.1678  10.962  0  -0.0057  0.015
O  5.3627  10.4792  20.0939  -0.0037  0.0004  0.0041
O  2.1954  3.8018  11.4251  -0.0049  0.0073  0.0043
O  7.978  8.5559  19.7764  0.0017  -0.0016  0.0047
O  6.2112  6.7382  20.5585  -0.0013  -0.0037  0.0037
O  5.5272  2.7176  15.3791  0.0031  0.0032  0.0149
O  1.3131  0.9316  20.7094  0.0005  0.0002  0.0029
O  6.0403  9.0507  11.6178  0.0039  0.0105  -0.0121
O  4.5762  4.9712  16.0708  0.0037  -0.0007  0.0124
O  6.596  3.9412  17.5869  0.0018  0.0024  0.008
O  10.5339  10.7013  11.7317  -0.0014  0.0031  0.0128
O  5.6079  0.4896  13.9752  0.0014  0.0012  0.0172
O  8.0444  5.1756  15.9234  0.0024  -0.0024  0.008
O  9.7697  9.8035  15.5595  0.0053  -0.0038  0.0134
O  -0.4048  5.109  15.0464  -0.0097  0.0005  0.0111
O  1.5748  6.837  20.8054  -0.0001  0.0005  0.0005
O  1.5327  0.6576  17.1778  -0.0026  0.002  0.0092
O  6.6025  1.7714  20.8178  0.0012  0.0031  0.0031
O  1.0068  1.8453  12.7873  -0.0035  -0.0013  0.0119
O  3.2426  5.488  18.3027  0.0044  -0.0019  0.0145
O  9.4817  2.027  11.5868  -0.0077  -0.0029  -0.0096
O  1.021  3.1215  16.1878  -0.0012  0.0055  0.0067
O  8.501  5.1026  13.3571  0.0056  0.0024  0.0265
O  10.4074  8.6732  13.2594  -0.008  -0.0025  0.0185
O  1.4524  9.4015  21.6873  -0.0008  0.0023  -0.0061
O  10.0853  9.94  20.6211  -0.0034  -0.0025  0.0041
O  3.0928  0.0701  10.7906  -0.0165  -0.0156  -0.0344
O  5.0149  2.2404  10.8407  -0.0045  -0.0084  0.0003
O  1.801  4.1542  13.9234  -0.0058  -0.0029  0.0187
O  7.8796  10.8702  10.8461  0.0022  -0.0028  -0.0007
O  9.1293  4.468  18.219  -0.0006  -0.0011  0.0084
O  5.6812  9.4799  15.7391  -0.0022  -0.0024  0.0076
O  5.5086  -0.0758  9.6796  0.0161  -0.0118  0.0074
O  3.602  2.2989  13.3761  -0.0002  0.0022  0.0146
O  1.9442  5.6731  16.0462  0.0039  -0.0013  0.0093
O  9.7646  1.0336  14.0167  0.0032  0.0036  0.0106
O  4.2714  7.0236  11.5011  -0.0263  0.0137  -0.0379
O  4.7611  4.4966  20.1994  0.0034  0.0012  0.0069
O  9.9767  1.3297  16.6325  0.0035  -0.001  0.0097
O  6.5936  4.2662  11.6284  -0.0015  -0.0059  0.0029
O  5.5905  8.4131  18.5872  -0.0012  -0.0001  0.0076
O  9.075  2.7457  20.267  -0.0019  0.0034  0.0038
O  3.6363  1.1371  15.7716  -0.0016  -0.002  0.0179
O  4.2422  3.0748  17.8893  0.0002  0.0029  0.0101
O  9.9233  7.2232  20.9039  -0.0005  -0.0003  -0.0009
O  3.2244  8.7796  9.7376  -0.0114  -0.0332  0.0026
O  3.9502  7.423  16.3708  -0.0022  0  0.0104
O  7.6682  0.4718  15.6708  -0.0004  0.0038  0.0134
O  8.9939  7.3073  14.9048  0.0038  0.0005  0.0049
O  3.9387  1.4405  21.1644  0.0055  0.001  -0.0005
O  1.6579  9.1636  11.5172  0.0117  -0.003  -0.0337
O  2.2577  6.2041  10.0947  0.0189  0.0188  0.0013
O  7.3638  6.4716  18.1659  0  0.0038  0.0073
O  7.2164  4.3661  21.1355  0.0004  -0.0061  0.0015
O  4.5412  8.2311  13.7919  0.0039  -0.0058  0.0106
O  3.3359  8.6681  19.9593  0.0008  -0.0009  0.0033
O  2.5115  3.2333  19.862  -0.0008  -0.0004  0.0061
O  3.7621  10.389  17.9822  0.005  -0.0072  0.0161

Results
free energy: -130699.019 eV
free energy less fixed offsets of B -154.04, O -568.88, Si -635.61 eV per atom: 3.701 eV

The program warned: the cutoff lies below the one the program advises for these potential files; the exchange-correlation potential is rough where the density is thin.
